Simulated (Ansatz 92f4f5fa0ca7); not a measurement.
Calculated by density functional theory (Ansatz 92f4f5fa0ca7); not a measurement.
Periodic cell of 209 atoms, Si128O81, from a study of silicon, its oxide and their interface. The atomic structure is a simulated model.
This geometry differs little from another in the collection (a relaxation step or a small displacement).

Settings
functional: r2SCAN
potential files: Ansatz PAW
basis: plane waves
wave-function cutoff: 800 eV
density cutoff ratio: 5
exchange-correlation grid ratio: 1
k mesh: 1 x 1 x 1, shifted by 0.5 0.5 0 of a step
self-consistency stop: 1e-10 eV per atom in the density residual
occupations: fixed
spin: none
net charge: 0

Cell vectors (angstrom)
a, 10.88, 0, 0
b, 0, 10.88, 0
c, -1.637, -3.7916, 30.6638

Atoms: element, x, y, z (angstrom)
Si, -0.7961, -1.876, 0.0669
Si, 1.8464, 0.8693, 0.1249
Si, -2.0166, 4.3763, 0.1918
Si, -3.5885, 5.345, 15.4505
Si, -7.2652, -0.8706, 0.0361
Si, -4.6266, 2.0488, 0.3213
Si, 4.5827, 3.7391, 0.406
Si, -3.5802, -4.6319, 0.1741
Si, 0.0751, -0.0809, 1.3504
Si, 2.7699, 2.6431, 1.3902
Si, -0.0886, -5.4636, 1.1771
Si, 2.6392, -2.6749, 1.2573
Si, -5.4906, 0.0772, 1.2856
Si, -2.8666, 2.809, 1.6891
Si, 5.5742, 5.4484, 1.5875
Si, -2.6104, -2.8042, 1.2982
Si, -1.347, 1.3216, 2.6774
Si, 1.3307, 4.0829, 2.5745
Si, -1.3295, -4.1421, 2.748
Si, 1.386, -1.3813, 2.7989
Si, 4.0976, 1.3359, 2.823
Si, 6.7843, 4.1472, 3.0899
Si, 4.0456, 6.8594, 2.6431
Si, -4.0549, -1.3601, 2.5505
Si, -2.7245, -0.0383, 4.0132
Si, 0.0081, 2.7314, 4.0073
Si, -2.6621, 5.505, 4.2416
Si, 0.0105, -2.7561, 4.1033
Si, 2.7293, -0.0079, 4.1444
Si, 5.3948, 2.6948, 4.2333
Si, 2.6949, 5.442, 3.9872
Si, 5.4409, -2.6728, 3.987
Si, -1.3813, -1.3771, 5.4169
Si, 1.3509, 1.3917, 5.4208
Si, -1.3101, 4.0585, 5.4579
Si, 1.3833, 6.7733, 5.4299
Si, 4.1208, -1.3634, 5.4346
Si, -4.0512, 1.3099, 5.4518
Si, 4.0069, 4.1056, 5.4546
Si, 6.7699, -4.0062, 5.4427
Si, -0.0016, 0.0049, 6.7519
Si, 2.6777, 2.7431, 6.822
Si, 0.0112, 5.4413, 6.8033
Si, 2.7466, -2.7237, 6.7722
Si, -5.414, -0.0296, 6.815
Si, -2.6832, 2.6864, 6.7819
Si, 5.4206, -5.4189, 6.7698
Si, -2.7478, -2.6921, 6.8136
Si, -1.3331, 1.3346, 8.1503
Si, 1.3201, 4.0984, 8.1799
Si, -1.373, 6.8138, 8.1404
Si, 1.3614, -1.3556, 8.1169
Si, 4.0783, 1.3459, 8.1164
Si, -4.0587, 4.0788, 8.0866
Si, 4.0887, -4.0599, 8.1489
Si, -4.0775, -1.3674, 8.2072
Si, -2.6545, -0.0442, 9.5134
Si, -0.0256, 2.7221, 9.5241
Si, -2.7215, 5.4337, 9.4896
Si, -0.0212, -2.6871, 9.4976
Si, 2.7176, -0.0041, 9.4982
Si, 5.4836, 2.6897, 9.4204
Si, 2.6718, 5.5059, 9.4636
Si, 5.4399, -2.7359, 9.5547
Si, -1.3356, -1.3748, 10.9634
Si, 1.3532, 1.368, 10.8525
Si, -1.3932, 4.0765, 10.8818
Si, 1.3165, -4.0179, 10.8707
Si, 2.6611, -2.6686, 12.2828
Si, -4.0031, 1.3277, 10.7909
Si, 4.0629, 4.0843, 10.6408
Si, -4.0631, 6.7679, 10.8901
Si, 0.0109, 0.0892, 12.2893
Si, 2.7972, 2.7624, 12.0736
Si, 0.0203, 5.4143, 12.2099
Si, 4.0635, -1.3626, 10.8905
Si, -5.3554, -0.0213, 12.1523
Si, -2.7644, 2.7184, 12.2379
Si, 5.3462, 5.3629, 12.0787
Si, -2.7086, -2.7959, 12.3132
Si, -1.3113, 1.5345, 13.6694
Si, -1.3779, -4.2729, 13.6669
Si, 2.8662, -3.2864, 19.2486
Si, 0.4683, 2.7336, 14.9118
Si, 4.1399, -1.2905, 17.1542
Si, -4.6858, 3.5574, 13.3311
Si, 3.8409, -4.3354, 13.4489
Si, -4.136, -1.437, 13.6081
Si, -4.4819, 4.5095, 18.075
Si, 3.5689, 4.6352, 18.3266
Si, 3.5402, 2.5268, 20.5893
Si, -6.3399, 1.7648, 13.2887
Si, 2.6147, 0.3983, 15.1385
Si, -2.3753, 4.7558, -5.7006
Si, -3.8008, -2.4579, 21.5764
Si, -2.5592, -0.1105, 14.8944
Si, -2.4612, -2.1804, 18.9508
Si, -3.275, 2.316, -1.5341
Si, 0.817, 3.4453, 17.7382
Si, -0.8874, 2.0401, -6.3259
Si, -1.0288, -3.7001, -4.2344
Si, 0.5311, -1.8488, 18.3576
Si, 3.6532, 4.3875, -2.4629
Si, 4.9424, -3.1096, -4.8578
Si, -4.7061, 3.6501, -4.0609
Si, 4.5712, 2.5945, -6.31
Si, 1.4958, -1.1181, 13.688
Si, 1.7952, 2.8037, -5.3292
Si, 0.887, -3.6661, -0.0564
Si, -0.9624, 3.8181, 20.0044
Si, 1.6557, 4.2723, 13.4717
Si, 1.5388, -3.9892, -2.3567
Si, -5.4976, -3.0908, 14.8161
Si, -1.6479, -0.8736, -5.2344
Si, -4.0012, -1.9325, -7.1068
Si, 3.2813, -1.3665, -2.9274
Si, -3.1322, -4.6816, -8.4316
Si, -3.0663, -4.794, 20.0437
Si, -3.9373, -0.1677, 17.5671
Si, 3.271, 5.2654, -6.072
Si, 0.8764, 2.3663, 21.8217
Si, -3.2761, 2.0916, 19.5278
Si, -5.0894, 0.6872, -8.5647
Si, 2.1214, 1.5888, -2.7632
Si, -2.453, -0.6802, -2.2178
Si, 1.4752, 0.9215, 19.3938
Si, -0.0194, -2.0047, 15.2681
Si, -3.7526, -3.2538, -2.5952
O, 3.6611, -2.1152, 18.4551
O, 2.5653, -5.268, -2.6096
O, 3.8984, 3.812, 19.685
O, -2.0327, 4.9321, 20.4023
O, -4.3997, -4.1404, 15.4165
O, 1.3202, 1.345, -1.3823
O, -4.04, -4.267, -1.3727
O, -2.1207, 3.465, -1.2201
O, -1.4681, 1.9576, -7.8074
O, -2.2934, -3.5307, -3.2387
O, -1.1842, -1.34, -1.4529
O, 4.7461, 1.984, 21.4874
O, -4.7284, -0.7955, -8.007
O, 1.4446, 1.4986, 15.3987
O, -3.6759, 4.7099, -4.7263
O, 4.8678, 4.4799, -3.5449
O, 3.0332, 1.3077, 19.6464
O, -1.368, -1.1061, 15.4093
O, -5.124, -2.6098, -6.1575
O, -1.3593, -4.9508, -5.2193
O, 4.9181, 4.5843, 17.4282
O, -3.3477, 4.9517, 17.0031
O, 1.1925, 2.1452, -3.9689
O, 2.746, 0.1489, -3.2053
O, -3.2865, -3.1286, -7.954
O, 1.2674, -3.0932, 19.0746
O, 2.7447, 5.4168, 14.0409
O, -0.4598, -3.4854, 14.7678
O, -4.2238, 3.0218, 18.6149
O, 5.3401, -0.277, 17.5269
O, 2.9537, -0.3881, 16.5202
O, 2.3249, 3.9973, 17.5208
O, -3.7183, -1.7065, -2.0426
O, -1.7321, 2.5348, 19.3867
O, -3.3361, 0.4969, 16.213
O, -2.8359, 5.1833, -7.2032
O, -0.2251, 3.4532, 21.3889
O, 0.0268, 3.4556, 16.3245
O, 4.6207, -2.3718, 16.056
O, 3.9831, 1.1938, 14.742
O, -0.9231, 0.5186, -5.7091
O, 2.1618, -2.5266, -2.7377
O, 0.0657, 4.3449, 18.8637
O, 2.3506, 2.9894, 21.5851
O, -2.25, -5.3508, 14.5577
O, 3.2655, -4.7135, 18.6519
O, 4.0857, -1.2754, -1.5118
O, -2.865, -1.1787, -6.2449
O, 4.2774, 4.5452, -0.9947
O, -3.4466, -4.0351, 21.4153
O, -5.1701, 2.5554, -5.1651
O, -2.6437, 0.8231, -1.6725
O, 5.0221, 1.6278, -7.5016
O, -3.4646, 0.6319, 18.8868
O, 3.1525, 2.0293, -5.7591
O, 3.9716, -4.3519, -5.3116
O, 0.7287, 1.0721, 20.8402
O, -2.2166, -0.5164, -3.786
O, -4.8937, -3.5352, -3.6983
O, -4.417, 4.0858, 14.865
O, -3.209, -1.6876, 20.2961
O, 4.132, -1.849, -4.2199
O, 1.3456, -0.546, 18.8187
O, -0.9683, -1.6114, 18.8734
O, 0.6431, 2.5639, -6.4243
O, -4.0042, 2.7979, -2.8946
O, 0.5889, -2.1152, 16.7665
O, -1.7227, 3.2565, -5.6126
O, -4.4068, -5.3768, 19.3581
O, 2.3534, -5.0578, -7.2832
O, 2.2363, 4.3754, -5.1548
O, -0.7981, -2.2788, -5.0483
O, -2.3784, -3.787, 18.9831
O, 3.1514, 2.8323, -2.5444
O, -5.3928, -2.3008, 21.6738
O, -3.3262, -1.67, 17.6892
O, -3.6163, 2.2193, 21.1086
O, 0.8652, 1.9397, 18.3093
O, 4.3463, 4.183, -6.6795
O, 3.2065, -3.2498, 20.8152
O, 0.2704, -4.1332, -3.3703

Results
free energy: -128073.196 eV
free energy less fixed offsets of O -570.45, Si -639.56 eV per atom: -3.066 eV

Forces (eV/angstrom), in the order of the atoms: element, x, y, z
Si, -0.011, 0.008, -0.0331
Si, -0.0048, 0.006, -0.0244
Si, -0.0008, -0.0134, -0.027
Si, -0.0012, -0.0035, 0.0541
Si, 0.0058, -0.0079, -0.0249
Si, -0.0028, 0.0003, 0.0059
Si, -0.0148, 0.0081, -0.0426
Si, -0.0034, 0.0063, -0.0406
Si, 0.0025, -0.0006, 0.0061
Si, 0.0016, -0.0037, -0.005
Si, 0.0012, 0.0073, 0.0007
Si, -0.0045, -0.0017, 0.0033
Si, 0.0013, -0.003, -0.0029
Si, -0.005, -0.0022, 0.0014
Si, 0.0083, 0.0005, -0.0007
Si, -0.0021, 0.0031, -0.0052
Si, -0.0003, -0.0025, 0.0016
Si, 0.0007, 0.0027, -0.0092
Si, -0.0016, -0.0035, -0.0026
Si, -0.0001, -0.0009, -0.0009
Si, 0.0071, 0.003, -0.0046
Si, -0.0031, -0.0038, -0.0043
Si, -0.003, -0.0003, -0.007
Si, -0.0003, 0.0014, -0.0066
Si, 0.0018, 0.0013, -0.0012
Si, -0.0046, -0.0027, -0.0005
Si, 0.0018, -0.001, 0.0045
Si, 0.0003, -0.0047, -0.0015
Si, -0.0011, 0.0005, 0.0018
Si, 0.0028, -0.001, 0.0029
Si, 0.0042, 0.0043, -0.002
Si, -0.0027, -0.0013, -0.0052
Si, -0.0029, 0.0003, -0.0005
Si, -0.0006, 0.0009, -0.0012
Si, 0.0014, -0.0019, 0.0011
Si, 0.0001, -0.0047, 0.0001
Si, 0.0006, -0.0019, 0
Si, 0.0028, -0.0016, -0.0004
Si, -0.0043, 0.0008, -0.0025
Si, -0.0017, -0.0005, -0.0002
Si, -0.0006, -0.0001, -0.002
Si, -0.0026, -0.001, -0.0004
Si, -0.0007, -0.0003, -0.0005
Si, -0.0031, 0.0009, -0.0016
Si, -0.0006, -0.0011, 0.0003
Si, -0.0005, -0.0001, 0.0014
Si, 0.0014, 0.0012, 0.0007
Si, -0.0016, 0.001, -0.0009
Si, 0.0003, -0.0018, 0
Si, -0.0007, -0.0011, 0
Si, 0.0013, -0.0038, -0.0023
Si, 0.0019, -0.0033, -0.0021
Si, -0.0028, -0.0017, -0.0024
Si, 0.0005, 0.0004, 0.0016
Si, 0.002, 0.002, -0.0026
Si, -0.0006, -0.0022, 0.0012
Si, 0.0006, -0.0025, -0.0004
Si, 0.0024, -0.0014, 0.0018
Si, -0.0043, -0.0035, -0.0011
Si, 0.0016, 0.0015, -0.0008
Si, -0.0023, -0.001, 0.0004
Si, 0.002, 0.0001, 0.0026
Si, -0.0009, 0.0002, -0.0001
Si, -0.0011, -0.0031, -0.0013
Si, -0.0013, -0.0012, 0.0046
Si, -0.0021, -0.0043, 0.0016
Si, -0.0015, 0.0001, 0.0011
Si, -0.0004, -0.0028, 0.0033
Si, -0.0021, -0.0022, 0.0025
Si, -0.0018, 0.0018, -0.001
Si, -0.0006, 0.0021, -0.0023
Si, -0.0012, 0.0013, -0.0013
Si, -0.0024, -0.0018, 0.0046
Si, -0.0031, -0.0014, -0.0048
Si, 0.0081, -0.0015, 0.0008
Si, -0.0004, -0.0025, 0.001
Si, 0.0005, -0.0035, -0.0041
Si, 0.0036, -0.0018, -0.0023
Si, -0.0003, 0.0004, -0.0019
Si, 0.0021, 0.0033, 0.0005
Si, -0.0025, -0.0009, -0.0073
Si, -0.0028, 0.0012, 0.0273
Si, -0.0066, -0.0087, 0.036
Si, 0.0025, 0.0016, 0.038
Si, 0.0031, -0.0038, 0.053
Si, 0.0007, 0.004, 0.0184
Si, -0.0051, -0.0069, 0.0119
Si, 0.0034, 0.0005, -0.0058
Si, -0.0082, -0.0112, 0.0494
Si, 0.001, 0.0032, 0.037
Si, -0.0002, -0.0005, 0.0173
Si, -0.0067, -0.0038, 0.0182
Si, -0.0047, -0.0024, 0.0372
Si, 0.0045, -0.006, -0.033
Si, -0.009, -0.0029, 0.0088
Si, -0.0037, -0.0001, 0.0449
Si, 0.0017, -0.0243, 0.0357
Si, -0.0008, -0.0045, -0.062
Si, 0.0119, 0.0006, 0.0656
Si, -0.004, 0.0025, -0.0202
Si, -0.0108, 0.001, -0.0485
Si, -0.0032, 0.0025, 0.0565
Si, 0.0216, -0.0073, -0.0451
Si, 0.0017, -0.0065, -0.0438
Si, -0.0036, 0.0044, -0.0565
Si, -0.0026, -0.0034, -0.0229
Si, -0.0048, -0.0057, -0.0043
Si, -0.0002, 0.0033, -0.0377
Si, 0.0042, -0.0015, -0.0079
Si, -0.0075, 0.0014, 0.0219
Si, 0.0072, 0.01, 0.0023
Si, -0.0025, -0.0016, -0.0599
Si, -0.0074, -0.0073, 0.0393
Si, -0.0003, 0.0073, -0.0423
Si, 0.0019, 0.0021, -0.0173
Si, 0.0019, 0.0018, -0.0608
Si, -0.0034, 0.0046, 0.0025
Si, 0.0072, 0.0001, 0.0161
Si, 0.001, -0.0096, 0.063
Si, -0.0031, -0.0011, -0.0292
Si, 0.0018, 0.0044, 0.0005
Si, 0.009, 0.0009, 0.0249
Si, 0.003, 0.0039, 0.0007
Si, -0.0052, 0.0076, -0.0596
Si, -0.0117, -0.0003, -0.0552
Si, 0.0041, 0.0052, 0.0338
Si, 0.0021, -0.011, 0.0515
Si, 0.0018, 0.0011, -0.0595
O, 0.0084, 0.0147, -0.031
O, -0.0054, 0.0072, 0.0322
O, 0.001, 0.0076, -0.0202
O, -0.0041, 0.0021, -0.0096
O, -0.0111, 0.0152, -0.0175
O, 0.0037, -0.0078, 0.0438
O, 0.0095, -0.0178, 0.0515
O, 0.0006, 0.0219, 0.0397
O, 0.0013, 0.0001, 0.0075
O, -0.0118, 0.0043, 0.0171
O, 0.0192, -0.0164, 0.0409
O, -0.0045, 0.0028, -0.005
O, 0.0015, 0.0002, 0.0099
O, -0.0002, -0.0031, -0.0197
O, -0.008, -0.0023, 0.0195
O, -0.0228, 0.0015, 0.0445
O, -0.005, -0.0028, -0.0093
O, -0.0046, 0.0063, -0.0194
O, -0.0068, -0.0039, 0.022
O, 0.0061, 0.0131, 0.0245
O, 0.003, 0.0047, -0.0177
O, 0.0066, 0.0047, -0.0406
O, 0.005, -0.0078, 0.036
O, 0.002, -0.0004, 0.0205
O, -0.0009, 0.0031, 0.0025
O, -0.0039, 0.009, -0.0241
O, -0.0016, -0.0008, -0.0219
O, 0.0001, 0.0029, -0.011
O, -0.0027, 0.013, -0.0186
O, 0.0017, -0.002, -0.0211
O, -0.0081, 0.0043, -0.0373
O, -0.0077, -0.0004, -0.0142
O, 0.0017, 0.0032, 0.0276
O, -0.0059, 0.0002, -0.0149
O, 0.0143, -0.0016, -0.0516
O, 0.0008, 0.0006, 0.0083
O, -0.0013, 0.0008, -0.0046
O, -0.0051, -0.009, -0.0549
O, 0.0154, -0.0122, -0.0452
O, 0.0091, 0.0064, -0.0239
O, -0.0038, -0.0051, 0.0161
O, -0.0067, -0.009, 0.0304
O, 0.0057, -0.0023, -0.0218
O, -0.0046, -0.0007, -0.0076
O, 0.009, 0.0075, -0.0132
O, 0.0013, -0.0042, -0.0123
O, -0.0055, 0.0074, 0.042
O, 0.0087, 0.0025, 0.0127
O, -0.0016, -0.0169, 0.0379
O, -0.0015, 0.0008, -0.0073
O, 0.0044, 0.0081, 0.0203
O, -0.0115, 0.0236, 0.0265
O, 0.0023, 0.0051, 0.0065
O, -0.0024, -0.0068, -0.0246
O, -0.0026, 0.0038, 0.0129
O, 0.0053, 0.01, 0.0169
O, 0.0047, -0.0026, -0.0123
O, -0.0077, 0.0022, 0.0542
O, 0.0109, 0.0052, 0.0292
O, -0.0067, -0.0108, -0.0229
O, 0.0032, 0.001, -0.0142
O, -0.0159, 0.0101, 0.024
O, -0.0075, -0.0097, -0.0241
O, 0.0139, 0.0065, -0.0202
O, 0.0038, 0.0041, 0.0089
O, 0.0165, -0.0214, 0.0519
O, -0.0136, 0.0085, -0.0494
O, -0.0022, 0.0049, 0.0084
O, -0.0023, -0.0038, -0.0142
O, 0.0015, -0.0001, 0.0076
O, -0.0003, -0.0033, 0.0101
O, 0, -0.0079, 0.0181
O, 0.0009, 0.0036, -0.0084
O, 0.0056, 0.0084, 0.0302
O, -0.0004, -0.0021, -0.0084
O, -0.0083, 0.0141, -0.0212
O, -0.0013, -0.0014, -0.0107
O, -0.0042, 0.0079, -0.0228
O, -0.0003, 0.0013, 0.0108
O, -0.0012, 0.0013, -0.0111
O, 0.0218, -0.0009, 0.0398

The program warned: the cutoff lies below the one the program advises for these potential files; the forces do not sum to zero within the program's tolerance; empty levels may hold ghost states of the PAW files; the exchange-correlation potential is rough where the density is thin.
